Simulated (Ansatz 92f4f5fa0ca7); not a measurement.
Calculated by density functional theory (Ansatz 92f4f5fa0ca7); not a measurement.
Periodic cell of 224 atoms, Si134O86N4, from a study of silicon, its oxide and their interface. The atomic structure is a simulated model.
This geometry differs little from another in the collection (a relaxation step or a small displacement).

Settings
functional: r2SCAN
potential files: Ansatz PAW
basis: plane waves
wave-function cutoff: 800 eV
density cutoff ratio: 5
exchange-correlation grid ratio: 1
k mesh: 1 x 1 x 1, shifted by 0.5 0.5 0 of a step
self-consistency stop: 1e-10 eV per atom in the density residual
occupations: fixed
spin: none
net charge: 0

Cell vectors (angstrom)
a  10.88  0  0
b  0  10.88  0
c  0  0  32.3105

Atoms: element, x, y, z (angstrom)
Si  -0.2728  0.2229  -0.0607
Si  2.8527  2.5693  -0.0681
Si  -0.117  5.4399  -0.0573
Si  2.8231  7.9351  0.0778
Si  5.166  0.3721  -0.2325
Si  8.3984  2.5862  -0.108
Si  5.3169  5.9712  -0.0547
Si  8.6043  7.7028  0.1932
Si  1.3507  1.3551  1.2458
Si  4.156  4.1783  1.092
Si  1.3715  6.6679  1.3287
Si  4.0991  9.5848  1.1372
Si  6.7718  1.4043  1.1572
Si  9.5132  4.0504  1.3211
Si  6.8694  6.8128  1.4731
Si  9.592  9.486  1.296
Si  0.007  2.6972  2.6419
Si  2.7398  -0.0023  2.576
Si  0.0512  8.1153  2.6573
Si  2.791  5.3889  2.6264
Si  5.4516  2.7762  2.5359
Si  8.1258  -0.0016  2.5521
Si  5.4503  8.2732  2.622
Si  8.1648  5.3628  2.7355
Si  1.3886  4.058  3.9779
Si  4.0848  1.3996  3.9087
Si  1.4136  9.5028  3.9692
Si  4.105  6.83  3.9402
Si  6.7778  4.0284  4.0224
Si  9.5009  1.3335  3.9437
Si  6.7957  9.5857  3.9937
Si  9.5242  6.7978  4.0053
Si  0.0092  -0.012  5.2894
Si  2.7305  2.7043  5.3223
Si  0.0238  5.4361  5.3368
Si  2.7462  8.1525  5.3403
Si  5.4276  0.0557  5.3292
Si  8.1594  2.6836  5.3462
Si  5.4357  5.457  5.3137
Si  8.147  8.1818  5.323
Si  1.3569  1.3538  6.6665
Si  4.0634  4.0975  6.664
Si  1.3638  6.8113  6.6986
Si  4.0869  9.5371  6.6858
Si  6.794  1.3694  6.7193
Si  9.5144  4.0806  6.6808
Si  6.7832  6.8141  6.669
Si  9.5274  9.5338  6.6602
Si  0.0049  2.7244  8.0275
Si  2.6945  -0.0102  8.0368
Si  -0.0222  8.1777  8.032
Si  2.7155  5.4395  8.0423
Si  5.4179  2.7548  8.0316
Si  8.1819  0.0017  8.037
Si  5.4393  8.1649  8.0434
Si  8.1393  5.4636  8.0203
Si  1.3206  4.1174  9.3969
Si  4.0571  1.3714  9.3625
Si  1.3244  9.5219  9.4113
Si  4.0657  6.7996  9.4018
Si  6.7706  4.1203  9.3831
Si  9.5433  1.3655  9.397
Si  6.8392  9.5041  9.3778
Si  9.4665  6.8482  9.3816
Si  -0.0206  -0.0051  10.81
Si  2.6784  2.7248  10.7107
Si  -0.0743  5.5082  10.7274
Si  2.6587  8.122  10.7454
Si  5.4646  -0.0051  10.6565
Si  8.1613  2.7573  10.6837
Si  5.4452  5.482  10.7874
Si  8.1618  8.1913  10.8278
Si  1.3552  1.3808  12.1169
Si  4.0402  4.0743  12.039
Si  1.2222  6.8445  12.1552
Si  4.1019  9.495  11.9577
Si  6.8433  1.3472  11.9894
Si  9.4345  4.1619  12.0601
Si  6.7852  6.8555  12.1994
Si  9.5024  9.5531  12.2447
Si  -0.0961  2.7682  13.3626
Si  2.8415  -0.0056  13.317
Si  -0.0319  8.2768  13.7166
Si  2.6002  5.3574  13.3586
Si  5.4576  2.6843  13.2701
Si  8.0973  0.0542  13.5387
Si  5.362  8.2264  13.4893
Si  8.1303  5.4974  13.5751
Si  1.0591  4.2109  14.7857
Si  4.3947  1.1465  14.6647
Si  1.798  9.4281  14.7931
Si  3.6938  6.9719  14.5926
Si  6.8562  3.8502  14.685
Si  9.2006  1.7561  14.757
Si  6.4929  9.8122  14.8487
Si  9.7654  6.5497  14.9634
Si  2.7104  2.7543  16.8903
Si  2.2641  10.7985  17.6262
Si  10.3822  9.6806  18.8349
Si  4.7861  4.9742  16.7978
Si  5.3729  11.1103  17.4239
Si  6.6802  6.3989  18.7419
Si  7.6849  9.1126  17.5182
Si  10.0164  24.4464  22.4809
Si  9.6207  12.4917  19.7085
Si  6.4354  13.0346  19.5045
Si  8.3231  13.5354  29.1257
Si  10.221  17.7592  20.3048
Si  -2.3454  16.1801  22.1302
Si  6.0021  12.0552  22.1737
Si  8.3725  11.514  23.8338
Si  16.7706  4.9385  21.0685
Si  10.8283  17.492  23.2228
Si  -0.2639  2.8402  17.0883
Si  5.6282  9.4091  26.9066
Si  4.8926  14.1313  25.8604
Si  -1.5111  5.5699  17.759
Si  6.6772  10.1277  29.5408
Si  6.9319  7.3641  30.0139
Si  5.4505  12.6514  29.437
Si  5.6707  11.4094  24.7565
Si  4.3996  14.7044  23.1117
Si  13.0115  4.1593  27.0042
Si  5.6733  15.648  29.541
Si  1.4584  4.1786  24.0256
Si  3.2477  16.9898  28.6182
Si  9.8245  8.9242  25.1229
Si  11.538  20.8162  27.4516
Si  1.53  4.1492  29.949
Si  7.5133  4.3385  27.2341
Si  -1.2011  10.9506  29.535
Si  2.3348  19.6059  29.5485
Si  7.6857  7.281  26.9948
Si  3.3221  21.7626  28.1717
O  -0.0912  -0.2826  30.6848
O  -1.408  1.3727  -0.2633
O  3.964  1.4534  -0.4363
O  2.1536  2.9403  30.8116
O  1.3253  14.772  25.629
O  -6.8134  6.9757  31.95
O  1.1491  8.7322  28.4393
O  7.0499  15.4973  28.7558
N  5.7502  0.3865  30.4391
O  8.1178  3.1964  30.6905
O  9.7141  6.64  31.9485
O  7.888  8.0254  31.1087
O  8.7959  19.02  26.1492
O  6.913  1.9158  28.7283
O  0.1423  5.5241  15.0647
O  3.5364  2.0613  15.6962
O  2.2596  1.5383  17.8872
O  1.7829  10.3849  16.1285
O  -0.9075  12.4906  16.2123
O  2.7148  8.1344  15.2102
O  4.0395  6.0101  15.8397
O  5.41  5.9576  17.8829
O  7.9053  5.3966  18.4182
O  9.692  10.8991  19.594
N  5.4537  11.0125  15.666
O  7.3248  8.9046  15.9481
O  11.9561  10.0567  18.502
N  1.2251  3.3847  16.3475
O  -2.9101  2.7575  15.1535
O  -4.8875  15.1145  16.018
O  -0.5376  8.4075  19.8267
O  11.1843  17.6272  21.6208
O  6.6557  10.2833  17.9928
O  9.2911  9.396  17.6323
O  14.7618  10.491  17.8516
O  14.5876  14.8076  17.4366
O  7.2524  7.8676  18.4399
O  5.4088  2.6276  22.643
O  10.4306  5.9785  18.9467
O  5.6733  12.5958  18.11
O  13.7072  14.4666  23.3915
O  8.0655  23.8194  19.4703
O  7.5825  11.6423  22.3919
O  4.4858  15.7489  21.8743
O  9.0219  20.9791  24.3093
O  -1.201  15.0347  17.0694
O  4.2294  12.2098  28.4274
O  7.2072  11.9484  24.8709
O  6.0826  3.6681  20.0376
O  15.6413  12.5597  25.4322
O  9.0068  14.6656  21.8697
O  6.9531  15.9976  22.2958
O  -0.5629  12.7197  21.1541
O  5.2207  21.9742  23.2148
O  12.0649  16.657  23.8584
O  6.325  14.3962  26.5377
O  13.8748  10.2041  29.6143
O  9.5629  12.5342  29.3211
O  9.5107  12.639  23.7093
O  10.5937  2.3351  18.6257
O  9.3204  6.6856  16.5557
O  6.5797  21.139  27.9128
O  5.8045  11.9782  20.5846
O  1.3644  -7.2196  28.3823
O  -4.696  7.8889  26.7704
O  8.7972  17.2356  20.9095
O  7.8143  16.6153  26.4826
O  4.919  15.1362  24.5826
O  4.1054  -1.1562  27.3452
O  8.7751  14.3052  27.7147
O  6.0806  6.2983  20.233
O  11.0954  9.4888  25.9675
O  5.668  9.9624  25.4095
O  12.7519  11.0532  27.4231
O  10.1586  10.4272  28.1006
O  14.2722  7.6514  28.9634
O  14.4811  14.3756  26.8013
O  9.3993  16.7078  23.3872
N  6.104  16.8329  30.6861
O  11.26  14.3081  23.1288
O  7.8147  7.2173  28.6315
O  16.0155  3.2914  30.0133
O  5.9719  8.6692  29.7983
O  13.271  16.6345  27.2845
O  1.9404  8.3317  31.0572
O  -2.6373  21.1909  29.9072
O  2.5695  5.39  29.9078
O  4.7045  16.3299  28.4413
O  10.5443  18.8746  24.0011
O  0.2581  4.718  30.803

Results
free energy: -136302.787 eV
free energy less fixed offsets of N -386.36, O -570.45, Si -639.56 eV per atom: 2.393 eV

Forces (eV/angstrom), in the order of the atoms: element, x, y, z
Si  -0.0072  -0.0167  -0.0405
Si  0.0003  0.0504  0.0915
Si  0.0077  -0.0227  -0.0739
Si  -0.0125  -0.01  -0.0662
Si  0.0554  0.0518  0.0427
Si  -0.0043  -0.0146  -0.0635
Si  0.0425  0.0371  -0.0377
Si  -0.0459  -0.0089  -0.0634
Si  -0.0011  0.0113  -0.0066
Si  -0.0312  0  0.0412
Si  -0.0053  -0.0068  0.0059
Si  -0.004  -0.0043  0.0032
Si  -0.0048  0.0018  -0.0057
Si  0.0048  -0.0064  0.0015
Si  0.0067  -0.0201  -0.0041
Si  0.0033  -0.009  0.0086
Si  0.0038  -0.0131  -0.0323
Si  0.0009  0.0151  -0.0151
Si  0.0077  0.0229  -0.022
Si  0.0331  -0.0253  -0.0253
Si  -0.0216  -0.0011  -0.0228
Si  0.0019  -0.0019  -0.0223
Si  0.0112  -0.0034  -0.0142
Si  -0.026  0.0171  -0.0125
Si  0.0017  0.0127  0.0114
Si  0.0098  -0.0022  -0.0026
Si  -0.008  -0.0067  0.0084
Si  -0.0295  0.0103  0.0109
Si  0.007  -0.008  -0.004
Si  0.0031  -0.0038  0.0162
Si  0.0056  -0.0017  0.0065
Si  0.0017  -0.0135  0.0225
Si  0.003  0.0035  0.0027
Si  -0.0054  -0.0017  0.0003
Si  0.0025  0.0029  0.0047
Si  0.0086  -0.0042  0.0042
Si  -0.0056  0.0044  0.0061
Si  0.0038  0.0043  0.0024
Si  -0.0002  -0.0054  0.0072
Si  -0.0041  0.0022  0.0011
Si  -0.0027  -0.0024  -0.0023
Si  0.0021  0.003  -0.0041
Si  -0.0012  -0.0041  -0.0049
Si  0.0002  0  -0.0036
Si  -0.0008  -0.0016  -0.0036
Si  -0.0008  0.0001  -0.0052
Si  0.0044  0.003  -0.0018
Si  0.0014  -0.0018  -0.0003
Si  0.0054  0.0032  0.0031
Si  -0.0001  0.0028  0.0022
Si  0.0013  0.0016  0.0016
Si  -0.005  0.0023  0.0008
Si  0.0004  -0.0014  0.0003
Si  0.0015  0.0024  0.0034
Si  -0.0031  -0.0015  0.0032
Si  -0.0019  -0.005  0.0027
Si  -0.0044  0.0008  -0.001
Si  -0.0016  -0.0043  -0.0055
Si  0.0043  -0.0018  -0.0037
Si  0.004  -0.0003  -0.0077
Si  0.0036  -0.0074  -0.0067
Si  -0.0049  -0.0004  -0.0074
Si  0.0007  0.0037  -0.0046
Si  0.0063  0.0027  0.0034
Si  0.0121  -0.0022  -0.0089
Si  0.0036  -0.0026  -0.0101
Si  0.0034  -0.0131  0.0001
Si  -0.0147  -0.0011  -0.0111
Si  -0.0003  0.0055  -0.017
Si  -0.0091  -0.0129  -0.0064
Si  -0.0077  0.0088  -0.0123
Si  -0.0057  -0.0026  -0.0059
Si  -0.0118  0.008  0.0014
Si  -0.0096  -0.0097  0.0106
Si  0.0021  0.0047  0.015
Si  -0.0006  -0.001  0.0193
Si  0.0068  -0.0054  0.0153
Si  0.0196  0.0165  0.0298
Si  0.0109  0.0012  0.0053
Si  -0.0008  -0.0054  0.0043
Si  0.0013  -0.013  -0.0284
Si  0.0135  -0.0061  0.0056
Si  0.0106  0.0118  -0.0152
Si  0.0092  0.0094  -0.0007
Si  -0.0083  -0.0122  -0.0011
Si  -0.0053  0.011  -0.0181
Si  -0.0039  -0.0001  -0.0202
Si  -0.0161  -0.0067  -0.027
Si  -0.0566  -0.0234  0.0102
Si  -0.0004  -0.0012  0.0541
Si  0.0274  0.0235  0.0651
Si  -0.0219  -0.0062  0.0538
Si  0.0004  -0.0277  0.0644
Si  0.0036  0.0187  0.0585
Si  0.0039  0.0141  0.0889
Si  0.0048  -0.0384  0.0606
Si  0.0111  -0.0109  0.0649
Si  -0.0004  -0.007  0.0652
Si  -0.0029  0.006  0.033
Si  0.0081  0.0011  0.0702
Si  -0.002  0.0112  0.1116
Si  -0.0037  -0.0039  0.0446
Si  0.0096  0.0048  0.0696
Si  -0.0042  0.0053  0.0056
Si  -0.0079  -0.0024  0.034
Si  0.0022  0.0034  0.0373
Si  0.0043  0.01  -0.0568
Si  -0.0039  -0.005  0.0327
Si  -0.0093  -0.0094  0.0125
Si  0.0024  0.0005  0.0184
Si  -0.0031  0.0033  -0.0095
Si  0.0057  -0.003  0.0214
Si  0.0036  -0.0045  0.0064
Si  -0.0396  0.0026  0.0669
Si  0.0016  -0.0022  -0.0392
Si  0.0033  -0.0054  -0.0304
Si  0.0015  -0.0176  0.0571
Si  0.0135  -0.0177  -0.0756
Si  -0.0122  -0.0108  -0.0681
Si  0.0005  0.0145  -0.0516
Si  0.0065  0.0047  -0.0197
Si  0.0048  -0.0085  -0.0071
Si  0.0075  -0.0023  -0.0382
Si  -0.0034  -0.0074  -0.0424
Si  0.0013  0.0025  -0.0141
Si  -0.0045  -0.0017  -0.0352
Si  -0.0032  0.0023  -0.0165
Si  0.002  0.0033  -0.0384
Si  0.0171  0.0136  -0.0714
Si  0.0008  -0.0082  -0.0407
Si  -0.0078  0.0101  -0.0502
Si  0.0096  -0.0014  -0.0507
Si  -0.0021  -0.0011  -0.0063
Si  -0.0006  0.0026  -0.0474
O  0.011  -0.0001  0.0505
O  0.0133  0.0047  0.032
O  -0.0024  -0.1148  -0.1248
O  -0.0203  0.0031  0.018
O  -0.0013  -0.0004  0.0163
O  -0.0043  0.0215  0.0141
O  0.0087  -0.0016  0.0215
O  -0.0038  0.0066  0.0276
N  -0.0123  -0.0214  0.0678
O  -0.0067  0.0058  0.0517
O  0.0271  0.0205  0.0472
O  0.0202  0.0074  0.0531
O  -0.0012  -0.0007  0.0106
O  -0.0035  0.0002  0.0243
O  0.0431  0.0303  0.0333
O  0.0153  -0.0134  -0.0405
O  0.0023  0.0114  -0.0259
O  -0.0145  -0.0153  -0.0615
O  0.0015  -0.0075  -0.0537
O  0.0002  0.0036  -0.0337
O  -0.0074  0.0129  -0.0599
O  -0.0074  -0.0081  -0.0375
O  0.0086  0.004  -0.0251
O  -0.0038  -0.0036  -0.0213
N  0.0025  -0.0065  -0.0953
O  -0.0154  0.0057  -0.07
O  0.0117  0.008  -0.0155
N  0.0244  0.0219  -0.0644
O  -0.0054  -0.0251  -0.0127
O  0.0115  0.0032  -0.0588
O  -0.0054  0  -0.0142
O  0.0036  0.0017  -0.0091
O  -0.0053  -0.0023  -0.0394
O  -0.0057  -0.002  -0.023
O  -0.0028  0.0037  -0.0383
O  -0.0072  0.0002  -0.0248
O  0.0032  0.0074  -0.0298
O  0.0035  0.0016  -0.003
O  -0.0002  -0.0021  -0.0278
O  -0.0037  -0.0102  -0.0295
O  0.0013  -0.0041  0.0028
O  0.0038  -0.0029  -0.0159
O  0.0037  0.0008  -0.0063
O  -0.0048  0.0066  -0.0047
O  0.0001  -0.0044  0.0057
O  0.0086  0.0024  -0.0254
O  0.0063  0.003  0.0341
O  0.0036  -0.0013  0.0073
O  -0.0009  -0.0029  -0.0133
O  0.0002  0.001  0.0123
O  -0.0031  -0.0012  -0.0068
O  0.005  0.0019  -0.0023
O  0.0026  -0.0018  -0.009
O  -0.0076  -0.0049  -0.0052
O  0.002  0.0007  0.0056
O  0.0086  0.0072  0.0193
O  -0.0001  0.0028  0.028
O  -0.0028  -0.0038  0.0282
O  0.0032  -0.0095  0.0026
O  0.0123  0.0034  -0.0406
O  -0.0025  0.0142  -0.0774
O  -0.0027  0.0107  0.0251
O  0.0019  -0.0061  -0.0169
O  0.003  -0.0039  0.0242
O  0.0045  0.0024  0.0219
O  0.0027  -0.0006  -0.0133
O  -0.0023  0.0033  0.0177
O  0.0017  0.0033  0.0074
O  -0.0063  0.0088  0.0198
O  -0.0118  0.0016  0.0252
O  0.0039  0.0061  -0.0203
O  -0.0004  0.0025  0.0177
O  0.0033  -0.0046  0.0134
O  0.001  -0.0019  0.0157
O  -0.0036  0.0059  0.026
O  -0.006  0.0099  0.0217
O  -0.0065  0.0071  0.0143
O  0.0029  0.0027  -0.0015
N  -0.0122  0.0102  0.0563
O  0.0005  0.0013  -0.0026
O  -0.0017  0.0099  0.0612
O  0.0078  0.0005  0.013
O  -0.0092  0.0002  0.0188
O  -0.0043  0.0053  0.0199
O  0.0022  0.0019  0.0534
O  -0.0066  0.0011  0.0201
O  -0.0071  -0.0103  0.0205
O  0.0008  -0.0068  0.0178
O  -0.0009  0.0051  0.002
O  -0.0415  0.0274  0.0528

The program warned: the cutoff lies below the one the program advises for these potential files; the forces do not sum to zero within the program's tolerance; empty levels may hold ghost states of the PAW files; the exchange-correlation potential is rough where the density is thin.
